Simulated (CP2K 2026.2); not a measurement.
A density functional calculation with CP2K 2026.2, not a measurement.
Periodic cell of 543 atoms, Si316O209N18, from a study of silicon, its oxide and their interface. The atomic structure is a simulated model.
Doubt: the forces sum to 1.34 eV/angstrom along one axis rather than to zero, so they err by at least 0.0025 eV/angstrom per atom on average; the grid cutoff is modest.

Settings: functional PBE; method Gaussian and plane waves; basis set DZVP-MOLOPT-SR-GTH; pseudopotentials GTH-PBE; grid cutoff 350 Ry, relative cutoff 50 Ry; k points Gamma only; occupations fixed; spin none; net charge 0.

Cell vectors (angstrom)
a	16.3305	0	0
b	0	16.3305	0
c	0	0	34.1893

Atoms and the computed forces on them: element, x, y, z (angstrom), force x, y, z (eV/angstrom)
Si	0.072	16.133	0.147	-0.032	0.253	0.725
Si	3.006	2.567	0.204	-0.291	0.111	0.68
Si	16.091	5.661	0.086	0.085	-0.18	0.793
Si	2.469	8.288	34.014	0.232	-0.108	0.741
Si	0.213	10.509	34.098	-0.058	0.189	0.797
Si	2.298	13.896	34.115	0.292	-0.208	0.741
Si	5.116	0.236	0.434	0.131	-0.068	0.826
Si	7.779	3.096	34.17	0.322	-0.307	0.733
Si	5.663	5.36	0.435	-0.115	-0.085	0.707
Si	7.911	8.358	0.266	0.117	0.006	0.786
Si	5.73	10.607	34.076	-0.242	0.213	0.713
Si	8.273	13.672	0.169	-0.397	0.207	0.621
Si	11.132	15.794	34.073	-0.222	0.45	0.717
Si	13.329	3.003	0.122	0.111	-0.203	0.853
Si	11.118	5.207	0.084	-0.178	0.127	0.841
Si	13.851	7.831	34.118	-0.179	0.178	0.815
Si	10.357	11.215	34.079	0.538	-0.343	0.557
Si	13.602	13.82	0.079	-0.063	-0.266	0.682
Si	1.298	1.414	1.361	0.001	0.014	-0.048
Si	4.085	4.106	1.576	-0.012	-0.018	-0.04
Si	1.349	6.833	1.335	-0.021	0.009	-0.057
Si	4.061	9.491	1.161	-0.031	-0.013	-0.051
Si	1.293	12.196	1.227	0.008	-0.023	-0.065
Si	3.874	14.914	1.434	-0.04	-0.037	-0.059
Si	6.819	1.452	1.439	0.005	0.047	-0.074
Si	9.477	4.078	1.322	0.013	-0.019	-0.059
Si	6.854	6.853	1.68	0.013	0.029	-0.001
Si	9.49	9.608	1.392	0.039	0.012	-0.053
Si	6.678	12.313	1.249	0.024	-0.04	-0.059
Si	9.575	15.028	1.499	0.07	0.029	-0.016
Si	12.143	1.283	1.183	0.009	0	-0.045
Si	14.911	4.135	1.431	-0.038	-0.007	-0.061
Si	12.261	6.811	1.347	-0.007	-0.031	-0.07
Si	14.975	9.423	1.272	0.027	-0.024	-0.059
Si	12.254	12.165	1.117	-0.02	-0.01	-0.018
Si	14.958	14.98	1.548	-0.011	-0.007	-0.01
Si	16.286	2.757	2.732	-0.007	0	-0.011
Si	2.593	0.006	2.785	0.003	0.018	0.04
Si	16.33	8.163	2.732	-0.004	-0.027	0.041
Si	2.658	5.494	2.768	0.001	0.012	0.001
Si	16.317	13.511	2.737	0.02	0.006	0.015
Si	2.738	10.889	2.59	-0.005	-0.008	0.012
Si	5.479	2.748	2.88	0.03	-0.018	0.048
Si	8.189	0.079	2.771	-0.057	0.014	0.026
Si	5.335	8.227	2.755	-0.008	0.055	0.033
Si	8.269	5.445	2.843	0.028	-0.062	0.012
Si	5.338	13.582	2.696	0.012	0.045	0.018
Si	8.09	10.992	2.692	-0.042	0.019	0.035
Si	10.824	2.647	2.649	0.031	0.01	0.012
Si	13.53	0.062	2.718	-0.031	0.03	0.003
Si	10.903	8.212	2.674	-0.007	-0.033	0.016
Si	13.583	5.497	2.798	0.001	0.001	0.025
Si	10.947	13.528	2.675	-0.019	-0.022	0.01
Si	13.585	10.832	2.575	0.018	0.055	-0.021
Si	1.308	4.114	4.1	-0.008	-0.023	0.001
Si	4.062	1.327	4.117	0.009	0.018	-0.015
Si	1.375	9.56	4.033	-0.004	0.017	-0.02
Si	4.024	6.85	4.12	-0.008	-0.006	0.014
Si	1.296	14.917	4.117	0.009	0.013	-0.002
Si	4.043	12.205	4.074	-0.028	-0.033	0.005
Si	6.853	4.121	4.182	-0.019	-0.009	0.005
Si	9.534	1.383	4.146	0.022	0.024	0.015
Si	6.755	9.588	4.057	0.015	0.005	-0.014
Si	9.599	6.858	4.12	0.011	-0.011	0.022
Si	6.773	14.954	4.019	0.024	-0.013	-0.027
Si	9.519	12.256	4.061	0.05	-0.021	0.007
Si	12.2	4.062	4.047	-0.003	-0.018	-0.024
Si	14.927	1.388	4.077	-0.016	0.014	-0.009
Si	12.267	9.535	4.044	-0.003	-0.015	0.007
Si	14.971	6.839	4.136	0.008	0.004	0.003
Si	12.245	14.941	4.053	-0.006	-0.002	-0.022
Si	14.916	12.175	4.037	-0.01	-0.004	0.016
Si	16.271	16.314	5.43	-0.007	-0.005	-0.002
Si	2.704	2.742	5.415	-0.025	0.03	-0.004
Si	16.317	5.474	5.492	-0.005	-0.006	0
Si	2.694	8.218	5.469	-0.019	0.009	-0.016
Si	16.319	10.874	5.423	0.017	-0.004	0.004
Si	2.687	13.567	5.451	0.008	0.012	0.016
Si	5.431	16.274	5.441	0.014	0.014	0.001
Si	8.2	2.742	5.512	-0.001	0.002	0.023
Si	5.442	5.505	5.448	0.007	-0.014	0.004
Si	8.152	8.217	5.407	-0.02	-0.002	-0.018
Si	5.42	10.887	5.467	0.013	-0.007	0.003
Si	8.145	13.604	5.414	-0.013	-0.003	0.003
Si	10.889	16.287	5.435	-0.001	0.002	0.007
Si	13.596	2.751	5.437	-0.001	-0.014	0
Si	10.922	5.466	5.469	0.015	-0.004	0.005
Si	13.614	8.213	5.477	-0.005	0	0.001
Si	10.871	10.871	5.407	0.006	0.007	0.003
Si	13.599	13.582	5.41	-0.027	0	-0.003
Si	1.353	1.355	6.748	0.003	-0.01	-0.019
Si	4.069	4.116	6.758	0.006	-0.025	-0.01
Si	1.35	6.858	6.831	0.012	0.003	0.002
Si	4.085	9.529	6.851	0.004	-0.01	0.01
Si	1.337	12.209	6.833	-0.043	-0.006	-0.001
Si	4.072	14.905	6.804	0.004	-0.023	0.008
Si	6.825	1.313	6.775	0.018	0.025	0.01
Si	9.552	4.13	6.843	0	-0.006	0.007
Si	6.795	6.876	6.795	-0.014	0.001	-0.012
Si	9.52	9.535	6.806	-0.002	0.002	0.001
Si	6.814	12.215	6.81	-0.001	-0.004	-0.005
Si	9.515	14.934	6.789	0.008	0.007	0.008
Si	12.27	1.332	6.762	-0.011	0.013	-0.028
Si	14.951	4.109	6.827	-0.009	-0.004	0.004
Si	12.264	6.844	6.846	0.026	-0.02	-0.003
Si	14.981	9.561	6.849	0.015	0.013	0.001
Si	12.225	12.227	6.773	-0.022	-0.013	-0.009
Si	14.953	14.927	6.79	-0.006	0.008	0.003
Si	0.042	2.737	8.118	-0.011	0.015	0.013
Si	2.697	16.306	8.112	-0.003	0.009	0.005
Si	0.015	8.213	8.224	-0.026	0.008	0.014
Si	2.771	5.518	8.143	-0.015	0.01	0.003
Si	16.291	13.574	8.179	0.047	-0.007	-0.004
Si	2.725	10.863	8.218	-0.003	-0.002	-0.012
Si	5.436	2.706	8.046	-0.008	0.024	-0.002
Si	8.181	16.287	8.155	-0.026	-0.018	0.027
Si	5.46	8.19	8.235	0.032	-0.014	0.003
Si	8.164	5.532	8.141	-0.025	-0.002	0
Si	5.426	13.526	8.163	0.007	0.018	0.009
Si	8.158	10.845	8.22	0.011	-0.005	0.012
Si	10.945	2.715	8.117	0.041	-0.009	-0.01
Si	13.6	16.287	8.132	-0.012	0.014	0.001
Si	10.886	8.219	8.206	0.01	-0.021	-0.006
Si	13.626	5.491	8.208	-0.004	0.011	0.006
Si	10.832	13.524	8.154	0.009	-0.002	-0.008
Si	13.599	10.94	8.19	-0.019	0.013	-0.009
Si	1.43	4.137	9.451	-0.009	-0.009	-0.016
Si	4.13	1.318	9.412	0.002	0.001	0.013
Si	1.398	9.527	9.633	0.014	-0.016	-0.016
Si	4.106	6.833	9.603	-0.006	-0.006	0.008
Si	1.351	14.931	9.485	-0.043	-0.007	-0.012
Si	4.108	12.174	9.601	0.036	0.005	0.012
Si	6.756	4.115	9.367	-0.023	-0.03	-0.029
Si	9.601	1.338	9.445	0.016	0.05	0.048
Si	6.826	9.493	9.658	-0.029	-0.031	-0.014
Si	9.492	6.886	9.556	-0.018	0.014	0.044
Si	6.815	14.867	9.47	0.015	0.003	-0.011
Si	9.502	12.182	9.613	0.008	-0.004	0.001
Si	12.257	4.09	9.513	0.007	-0.004	0.002
Si	15.016	1.335	9.42	-0.007	-0.05	0.012
Si	12.246	9.612	9.58	0.028	0.028	0.006
Si	14.98	6.869	9.574	0.003	-0.011	0.027
Si	12.233	14.873	9.449	-0.022	-0.013	-0.008
Si	14.924	12.278	9.619	-0.017	0.02	-0.02
Si	16.297	16.281	10.822	0.046	-0.026	-0.019
Si	2.846	2.759	10.725	-0.012	0.049	0.053
Si	0.105	5.511	10.835	-0.02	0.029	-0.056
Si	2.778	8.182	11.055	-0.018	-0.016	0.008
Si	0.019	10.933	10.93	-0.007	0.038	-0.035
Si	2.728	13.596	10.856	-0.036	0.002	0.005
Si	5.465	16.235	10.764	-0.006	-0.01	0.016
Si	8.166	2.773	10.611	0.038	0.029	-0.032
Si	5.488	5.399	10.875	0.013	0.016	0.006
Si	8.193	8.173	11.099	-0.029	0.004	0.037
Si	5.454	10.816	11.051	0.029	0.021	-0.005
Si	8.054	13.493	10.937	-0.066	-0.019	0.037
Si	10.918	16.216	10.793	0.002	-0.003	0.039
Si	13.716	2.725	10.765	0.051	0.035	0.013
Si	10.822	5.447	10.82	0.012	-0.018	-0.027
Si	13.611	8.263	10.93	0.007	-0.015	-0.003
Si	10.905	10.913	11.058	0.002	0.035	-0.003
Si	13.513	13.641	10.998	-0.042	-0.011	0.01
Si	1.467	1.355	11.929	-0.083	-0.096	-0.082
Si	4.217	3.976	12.239	0.024	-0.037	0.027
Si	1.424	6.758	12.367	0.001	0.006	-0.016
Si	4.132	9.504	12.523	0.016	-0.04	0.001
Si	1.326	12.362	12.279	-0.012	0.002	-0.048
Si	4.123	14.903	12.197	0.113	0.042	0.016
Si	6.97	1.285	11.886	0.04	-0.018	-0.107
Si	9.337	4.121	12.099	-0.07	0.085	-0.054
Si	6.824	6.644	12.366	0.065	0.019	0.025
Si	9.567	9.604	12.509	-0.02	-0.031	0.027
Si	6.741	12.169	12.496	-0.003	-0.015	-0.001
Si	9.452	14.896	12.144	0.005	-0.036	-0.057
Si	12.406	1.251	12.011	0.039	-0.105	-0.058
Si	15.132	4.092	12.103	0.005	-0.017	-0.036
Si	12.153	6.853	12.134	0.047	0.049	-0.05
Si	15.044	9.586	12.323	0.015	0.015	0.014
Si	12.161	12.354	12.513	0.014	-0.02	-0.004
Si	14.852	15.081	12.306	0.004	0.056	-0.028
Si	0.349	2.764	13.33	0.147	0.023	0.04
Si	2.824	0.121	13.338	-0.037	0.025	0.057
Si	0.074	8.171	13.734	-0.025	-0.041	0.037
Si	2.837	5.313	13.655	-0.007	0.07	0.066
Si	16.265	13.796	13.629	-0.038	-0.018	-0.023
Si	2.655	11.02	13.711	-0.02	-0.044	0.07
Si	5.737	2.478	13.352	-0.127	0.006	0.007
Si	8.15	16.321	13.41	-0.058	0.014	0.05
Si	5.542	7.966	13.814	0.008	-0.017	0.029
Si	8.105	5.24	13.868	0.008	-0.065	0.052
Si	5.257	13.541	13.802	0.011	-0.062	0.068
Si	8.244	11.031	14.002	0.063	-0.004	-0.008
Si	10.721	2.484	12.918	0	-0.024	-0.015
Si	13.694	0.275	13.763	0.06	0.061	0.085
Si	10.843	7.997	13.758	-0.024	-0.039	0.071
Si	13.646	5.481	13.258	0.008	0.028	0.042
Si	10.668	13.847	13.813	-0.012	-0.092	0.021
Si	13.686	10.958	13.721	0.009	-0.032	-0.027
Si	2.164	3.412	14.865	0.084	-0.033	-0.535
Si	4.454	1.11	14.704	0.029	-0.009	-0.204
Si	1.195	9.822	15.091	0.202	-0.389	-0.559
Si	4.219	6.426	15.15	0.165	-0.016	-0.762
Si	1.288	15.439	14.695	-0.182	0.156	-0.232
Si	3.26	12.829	15.18	0.377	-0.251	-0.465
Si	7.232	3.221	15.014	-0.214	0.462	-0.367
Si	9.688	1.298	14.657	0.108	-0.275	-0.488
Si	7.194	9.148	15.031	0.109	-0.024	-0.653
Si	9.314	6.741	15.289	0.183	-0.263	-0.614
Si	6.626	15.146	14.769	-0.114	0.007	-0.409
Si	9.035	13.102	15.567	0.086	-0.187	-0.672
Si	12.062	3.963	13.957	0.124	0.151	-0.639
Si	15.482	1.617	14.904	-0.328	-0.134	-0.376
Si	12.563	9.171	14.796	0.103	-0.04	-0.573
Si	14.824	6.805	14.785	0.011	-0.018	-0.335
Si	11.9	15.541	14.916	-0.063	0.423	-0.334
Si	15.302	12.175	15.076	-0.279	0.177	-0.498
Si	13.287	11.559	21.988	0.118	0.033	-0.073
Si	10.897	16.328	22.577	0.071	-0.185	-0.179
Si	9.316	10.185	23.21	-0.093	0.038	-0.13
Si	1.268	14.069	25.991	-0.067	-0.012	-0.09
Si	4.107	12.869	26.338	-0.015	-0.042	0.192
Si	10.952	1.251	19.997	0.043	-0.109	-0.176
Si	7.751	15.243	17.404	-0.009	-0.147	-0.378
Si	8.915	7.179	23.553	-0.035	0.07	-0.076
Si	5.034	15.664	17.366	0.152	-0.045	-0.439
Si	16.138	4.291	16.44	0.101	-0.21	-0.209
Si	1.931	1.548	21.007	0.011	0.022	-0.361
Si	6.306	13.007	18.858	0.159	0.167	-0.275
Si	14.231	12.29	24.689	-0.054	0.088	-0.018
Si	7.706	3.658	20.21	-0.144	-0.209	-0.293
Si	0.464	7.006	28.174	0.016	0.042	0.235
Si	3.071	8.426	17.347	-0.14	0.053	-0.301
Si	1.706	6.901	19.859	0.112	0.042	-0.347
Si	12.392	10.65	17.392	0.208	0.022	-0.259
Si	6.59	1.779	17.8	-0.223	0.137	-0.296
Si	3.169	15.809	30.202	0.022	-0.021	0.078
Si	3.32	7.388	25.141	-0.126	-0.148	0.058
Si	11.841	9.029	21.724	-0.095	0.041	-0.212
Si	11.087	8.537	18.826	0.343	-0.181	-0.357
Si	5.816	10.064	17.617	-0.115	0.113	-0.101
Si	5.168	14.235	23.902	-0.099	0.029	-0.087
Si	15.584	1.294	19.391	0.094	0.014	-0.215
Si	4.214	13.146	29.426	-0.131	0.028	0.278
Si	13.023	15.8	19.104	-0.259	0.395	-0.293
Si	6.404	0.471	23.14	0.015	0.001	-0.037
Si	13.374	13.559	16.949	0.238	-0.223	-0.177
Si	13.411	3.264	16.463	0.152	0.344	0.005
Si	2.565	13.778	17.849	-0.016	-0.135	-0.257
Si	1.112	4.53	21.318	0.097	-0.038	-0.229
Si	2.854	10.174	26.343	0.026	0.044	0.115
Si	5.141	6.435	23.179	-0.021	0.024	-0.099
Si	1.746	5.187	26.551	0.006	-0.017	0.217
Si	0.135	11.247	26.191	0.045	-0.073	0.122
Si	7.863	11.26	20.789	0.008	0.341	-0.305
Si	15.312	12.418	31.985	0.035	0.017	0.255
Si	9.293	11.728	31.333	-0.049	0.007	0.204
Si	15.994	14.497	23.421	-0.054	-0.215	-0.014
Si	2.308	6.677	22.609	-0.056	0.14	-0.129
Si	15.392	1.279	23.341	0.059	0.05	-0.027
Si	10.882	4.513	16.509	-0.02	-0.019	0.066
Si	5.144	12.317	21.402	-0.047	-0.003	-0.185
Si	14.746	3.317	21.109	-0.087	0.026	-0.101
Si	12.444	1.581	24.44	-0.15	0.042	0.026
Si	11.645	7.754	28.832	-0.12	-0.012	0.276
Si	16.163	13.066	17.867	-0.156	0.103	-0.331
Si	15.848	9.635	28.78	0.172	-0.002	0.158
Si	11.452	1.434	17.165	-0.322	-0.055	-0.463
Si	12.706	11.371	27.013	-0.003	-0.125	0.189
Si	0.275	2.725	25.614	-0.142	0.084	0.167
Si	2.467	11.89	20.211	0.035	0.035	-0.288
Si	3.505	0.301	23.357	-0.02	0.056	-0.063
Si	7.657	16.321	29.948	0.053	0.111	0.222
Si	7.068	2.516	31.366	0.124	0.025	0.077
Si	9.332	14.713	31.836	0.002	0.033	0.261
Si	6.119	11.36	31.157	0.064	-0.049	0.193
Si	11.448	13.877	20.92	-0.144	0.123	-0.178
Si	7.27	6.404	21.194	-0.022	-0.036	-0.112
Si	2.301	9.175	29.053	-0.011	-0.15	0.169
Si	5.17	8.672	29.985	0.015	-0.043	0.021
Si	12.084	6.936	23.736	-0.047	0.02	-0.027
Si	9.262	13.239	18.703	-0.119	-0.162	-0.208
Si	9.718	7.049	32.237	0.149	0.032	0.171
Si	1.07	1.596	16.861	0.008	0.326	-0.487
Si	4.692	3.57	16.479	-0.136	-0.09	-0.383
Si	9.511	9.851	28.858	-0.084	-0.09	0.194
Si	3.674	1.775	18.444	0.125	0.086	-0.25
Si	10.066	10.421	26.124	-0.015	-0.04	0.082
Si	15.269	1.865	29.273	0.072	0.085	0.227
Si	13.476	10.975	30.024	-0.114	0.029	0.152
Si	1.864	13.483	31.162	0.04	-0.075	0.194
Si	4.983	4.445	30.177	0.188	-0.014	0.28
Si	15.249	1.687	32.251	0.039	0.011	0.287
Si	12.578	5.841	18.445	0.11	0.006	-0.453
Si	6.954	5.496	25.215	-0.044	0.015	0.196
Si	8.169	8.646	19.212	0.052	0.124	-0.178
Si	1.261	3.804	32.235	-0.057	0	0.193
Si	8.505	1.207	21.524	0.084	0.001	-0.282
Si	12.367	8.524	26.222	-0.09	0.112	0.155
Si	8.905	7.023	29.424	0.047	0.123	0.058
Si	6.838	2.528	25.349	-0.067	-0.009	0.047
Si	6.22	6.415	28.131	0.065	0.166	0.253
Si	15.418	6.23	18.664	0.062	-0.045	-0.187
Si	0.866	4.439	29.311	-0.041	-0.04	0.12
Si	3.948	1.967	28.775	0.136	-0.041	0.145
Si	16.003	12.757	20.889	0.065	0.023	-0.36
Si	12.248	8.653	31.462	0	-0.155	0.165
Si	2.065	11.06	17.566	0.177	-0.061	-0.416
Si	4.371	6.749	32.119	-0.188	0.035	0.06
Si	10.62	4.26	20.214	0.033	-0.024	-0.049
Si	5.47	0.099	31.886	0.146	-0.033	0.037
Si	6.373	0.763	27.563	-0.078	-0.161	0.163
Si	14.073	1.847	26.706	0.069	-0.002	0.135
Si	13.698	8.21	17.225	-0.157	0.099	-0.224
Si	12.136	4.117	22.72	0.056	-0.03	-0.136
Si	0.053	0.348	27.181	-0.099	-0.012	0.066
Si	4.218	1.514	25.951	0.024	-0.16	0.168
O	2.651	13.368	32.599	0.275	-0.473	-0.301
O	4.065	1.373	34.064	0.127	-0.152	-0.282
O	4.518	12.72	27.897	0.267	-0.193	-0.234
O	9.408	12.519	34.178	0.183	-0.028	0.168
O	3.978	3.253	29.738	-0.261	-0.205	0.227
O	1.919	5.286	20.098	0.421	-0.502	-0.38
O	5.356	7.729	31.289	0.544	0.259	0.003
O	7.764	6.272	28.599	0.086	-0.298	-0.102
O	12.226	4.099	33.81	0.093	-0.105	-0.361
O	4.184	5.41	31.22	-0.545	-0.155	-0.227
O	5.418	12.583	30.358	0.343	0.373	-0.262
O	1.598	4.261	30.735	0.648	0.067	-0.107
O	10.727	8.276	31.905	-0.21	0.263	-0.224
O	10.372	15.712	32.614	0.027	0.434	-0.393
O	2.738	10.268	27.946	-0.008	0.758	0.142
O	10.11	10.884	32.481	0.355	-0.379	-0.369
O	2.944	0.829	29.354	-0.449	0.197	-0.268
O	14.77	1.476	30.742	-0.363	-0.38	-0.174
O	8.923	15.483	30.477	0.418	-0.044	-0.385
O	0.894	9.728	29.662	-0.041	0.112	0.474
O	7.845	1.582	30.279	0.289	0.321	-0.502
O	3.042	5.991	25.965	0.533	-0.265	0.206
O	14.605	13.423	33.041	0.397	0.256	-0.173
O	12.445	14.865	33.768	-0.054	0.236	-0.379
O	0.11	5.878	29.286	-0.608	0.117	0.477
O	9.542	11.092	29.872	0.04	0.169	-0.351
O	14.194	12.159	30.853	-0.068	0.429	-0.224
O	15.843	4.494	21.093	-0.371	0.618	0.193
O	5.21	13.525	25.357	0.33	-0.006	0.309
O	0.533	5.024	32.995	-0.19	0.131	-0.373
O	13.224	8.395	32.72	0.059	0.386	-0.18
O	8.115	14.393	32.886	-0.589	-0.001	-0.126
O	15.562	0.308	33.028	-0.23	-0.173	-0.414
O	12.144	12.602	21.569	-0.085	-0.203	-0.078
O	15.785	5.636	15.539	0.382	-0.035	0.056
O	1.232	4.021	25.565	0.139	-0.16	-0.572
O	2.351	0.609	22.267	-0.164	-0.393	0.223
N	11.608	0.449	18.646	-0.171	-0.314	0.079
O	3.914	16.22	31.569	-0.361	0.299	0.215
N	6.306	2.927	16.492	0.045	-0.078	0.199
O	11.128	8.394	20.429	-0.094	-0.068	0.333
N	0.505	0.558	15.562	0.143	-0.086	-0.046
O	12.591	14.284	15.748	-0.112	-0.232	-0.454
O	5.107	6.329	33.467	-0.016	0.213	0.031
O	9.875	13.249	31.371	0.309	0.172	-0.301
O	8.929	14.806	18.4	0.342	0.352	0.088
O	7.639	0.556	17.425	0.456	0.134	0.061
O	16.072	4.935	17.936	0.262	-0.146	0.731
O	4.798	5.148	16.051	0.217	0.08	0.279
O	6.949	9.182	18.326	0.156	-0.225	-0.093
O	5.356	13.313	20.134	-0.312	0.587	0.123
O	12.531	5.395	23.614	0.239	-0.131	0.277
O	9.829	5.808	16.664	-0.072	-0.06	0.613
O	4.747	7.457	24.371	0.519	0.667	0.076
O	0.051	10.977	15.363	0.045	-0.082	0.398
O	15.248	2.041	21.948	-0.098	-0.298	0.089
O	2.63	10.739	19.068	0.373	-0.736	0.147
O	14.902	0.436	26.483	-0.448	-0.645	-0.133
O	10.502	13.277	19.733	0.182	-0.369	0.163
O	16.213	1.438	17.925	-0.216	0.013	0.201
O	11.657	0.233	23.985	-0.071	-0.254	0.53
N	5.116	0.894	18.135	-0.008	-0.012	0.196
O	8.612	2.374	15.311	-0.128	0.165	0.186
O	2.478	1.173	17.509	0.081	-0.215	0.175
N	1.979	9.596	16.667	-0.031	0.026	0.24
N	5.359	16.117	15.656	-0.001	-0.052	0.31
O	9.474	0.745	22.732	-0.298	0.33	0.695
N	13.667	7.969	15.523	-0.016	0.126	0.107
O	9.021	10.283	27.369	-0.637	0.307	-0.419
O	11.679	0.81	21.384	0.408	0.18	0.075
O	11.39	10.118	18.528	-0.215	0.415	0.715
N	1.245	3.32	16.334	0.019	0.092	0.361
O	10.608	2.919	17.016	-0.175	-0.117	0.105
O	3.635	11.731	21.315	0.032	-0.252	0.376
N	6.259	14.535	17.95	-0.011	-0.158	0.093
O	1.687	3.054	21.533	0.377	0.156	0.503
O	10.478	6.995	23.866	-0.197	-0.308	0.007
N	15.031	3.051	16.037	0.173	0.104	0.203
O	13.965	1.413	24.014	-0.053	0.116	0.125
O	3.359	8.686	26.062	0.235	-0.186	0.31
O	6.037	7.077	22.004	-0.152	0.353	-0.22
O	11.812	10.061	15.989	-0.399	-0.155	-0.111
O	4.418	9.248	17.754	0.125	0.238	0.56
O	0.527	12.764	26.554	-0.335	0.086	0.665
O	2.098	7.596	21.277	0.277	0.49	0.197
O	13.341	3.815	21.681	0.025	0.261	0.065
O	2.492	7.584	18.621	-0.177	-0.275	0.323
O	8.237	7.984	15.661	0.138	0.214	0.093
O	0.331	13.005	31.309	0.031	0.196	-0.591
O	15.474	11.284	24.93	0.18	-0.318	-0.298
O	9.535	8.286	18.4	-0.18	-0.396	-0.554
O	12.972	10.112	21.354	0.391	-0.067	-0.196
N	10.902	0.509	15.759	-0.053	-0.073	0.214
O	11.228	2.827	19.786	0.362	-0.113	-0.212
O	12.738	2.947	15.022	0.113	-0.5	0.04
O	6.28	11.168	21.191	-0.064	-0.732	0.257
O	14.727	13.717	24.087	-0.449	0.113	0.271
O	9.352	0.956	20.154	-0.235	-0.47	-0.191
O	8.534	8.751	23.309	-0.651	0.033	0.184
N	14.958	12.991	16.612	0.134	0.199	0.19
O	15.831	10.681	27.56	-0.323	0.388	-0.121
O	7.661	7.311	19.936	-0.191	-0.231	-0.421
O	3.588	14.995	17.637	-0.269	0.104	-0.056
O	7.303	1.782	26.721	0.785	0.223	0.228
O	12.536	7.767	22.437	0.45	-0.245	-0.21
O	6.214	6.102	26.541	-0.322	0.264	-0.226
O	8.067	2.764	21.515	0.077	0.246	0.794
O	0.797	15.304	26.904	-0.029	-0.043	0.459
O	8.096	6.567	24.81	0.041	0.066	0.179
O	5.766	11.629	18.099	-0.035	0.234	0.14
O	0.587	0.972	20.296	0.062	-0.482	0.155
O	8.666	11.326	22.223	0.274	0.207	0.278
O	0.995	14.192	17.564	-0.068	0.561	-0.116
O	3.168	1.652	19.962	0.166	-0.114	0.419
O	3.759	5.943	22.526	-0.008	-0.423	-0.208
N	3.709	2.63	15.365	0.043	-0.013	0.03
O	7.05	2.685	19.082	0.097	0.149	0.091
N	2.973	12.382	16.86	0.163	-0.172	0.173
O	5.961	5.279	23.944	-0.179	-0.663	-0.34
O	8.469	9.867	20.226	0.49	-0.028	0.406
O	6.857	9.441	33.828	0.142	-0.01	-0.128
O	0.098	6.988	19.652	-0.393	0.156	0.514
O	10.925	4.693	14.895	-0.444	0.227	-0.398
O	15.629	13.293	19.388	-0.145	0.083	0.218
O	13.007	1.896	17.222	0.585	-0.473	0.404
N	12.56	4.719	17.093	0.191	0.107	0.069
O	8.573	7.546	33.232	0.016	0.006	-0.088
O	5.211	2.659	25.365	-0.41	0.398	-0.098
O	13.512	12.476	26.135	0.151	0.694	0.328
O	1	11.824	20.875	0.073	-0.435	0.128
N	7.904	12.521	19.513	0.094	-0.143	0.086
O	14.415	0.189	19.517	0.083	-0.311	0.157
O	2.388	14.25	15.219	0.025	0.13	0.154
O	0.577	11.633	17.863	-0.185	-0.161	0.177
O	3.581	9.025	30.007	-0.323	-0.061	0.19
O	3.026	7.532	32.647	-0.152	-0.002	-0.433
O	15.682	8.15	28.166	-0.649	-0.094	-0.262
O	9.38	10.809	24.714	-0.526	0.356	-0.093
O	10.717	14.783	22.078	-0.359	-0.065	0.136
O	12.53	12.25	17.435	-0.554	0.064	0.318
O	12.514	7.544	27.508	0.348	-0.296	-0.04
O	6.361	15.334	23.83	0.638	-0.328	0.48
O	13.792	9.81	17.573	0.415	0.154	0.383
O	3.503	2.195	27.235	-0.63	0.497	-0.1
O	2.601	3.334	33.007	0.425	0.046	-0.492
O	16.305	13.945	21.937	0.462	0.42	0.083
O	12.591	1.798	26.048	-0.571	-0.091	0.541
N	12.311	7.534	18.058	-0.138	0.012	-0.027
O	15.753	11.073	32.782	-0.339	-0.383	-0.305
O	14.051	2.471	32.967	-0.317	-0.004	-0.244
O	11.369	5.443	19.425	-0.175	0.253	0.041
O	1.916	4.52	28.051	0.536	-0.359	-0.11
O	11.816	2.874	23.702	-0.364	0.175	-0.078
O	2.837	13.852	26.21	-0.016	0.479	0.198
O	11.148	11.53	26.602	-0.198	0.638	-0.245
O	13.988	5.741	19.255	-0.056	-0.257	0.496
O	7.16	0.344	21.707	-0.459	-0.407	-0.306
O	8.526	6.338	22.215	0.249	-0.334	0.005
O	7.529	3.987	25.41	0.543	-0.005	-0.085
O	11.028	9.267	28.762	0.48	0.396	-0.106
O	4.893	0.957	22.834	-0.01	0.327	-0.451
O	10.54	5.83	32.889	0.102	-0.142	-0.318
O	14.603	9.867	29.737	0.227	-0.439	0.318
O	14.976	6.716	33.692	-0.09	0.03	-0.69
O	3.201	0.962	24.825	-0.445	-0.079	0.106
O	15.038	7.405	17.609	0.575	0.061	-0.199
O	10.801	9.811	22.683	0.201	0.014	0.078
O	4.057	3.309	17.972	0.128	0.396	0.37
O	16.142	3.226	29.195	0.083	0.104	-0.056
O	12.414	10.204	30.991	-0.215	0.388	0.268
O	13.201	9.885	26.531	0.387	-0.152	-0.257
O	0.57	6.3	26.725	-0.253	0.106	-0.408
O	4.124	14.77	29.397	0.349	0.294	-0.384
O	15.069	3.022	26.116	-0.24	0.62	-0.042
O	13.974	2.06	28.312	-0.798	0.022	-0.006
O	1.918	7.699	28.479	0.463	-0.294	-0.227
O	0.921	14.318	24.429	0.533	-0.163	-0.126
O	9.097	4.314	19.701	0.039	0.519	-0.431
O	5.809	1.677	31.936	-0.571	0.41	0.28
O	5.333	5.282	28.848	-0.092	-0.167	-0.391
O	5.336	11.127	32.573	-0.261	0.377	-0.282
O	10.832	8.994	25.939	-0.387	-0.33	-0.285
O	12.538	7.675	30.185	0.363	-0.569	-0.208
O	9.474	12.662	17.138	0.113	-0.251	0.255
O	7.361	16.086	28.361	0.313	-0.504	-0.271
O	0.896	1.608	26.607	0.674	0.1	-0.066
O	3.78	15.039	23.567	-0.553	-0.21	0.139
O	8.602	8.626	29.407	-0.602	0.086	0.096
O	1.384	10.357	25.709	-0.247	-0.127	-0.404
O	6.267	10.021	16.069	-0.044	0.598	-0.08
O	3.367	7.344	16.187	-0.289	0.023	0.055
N	7.937	14.489	15.827	-0.105	0.157	0.144
O	2.599	13.308	19.409	0.197	0.386	0.363
O	3.806	11.359	25.812	0.435	-0.081	-0.458
O	6.011	10.035	30.214	0.465	-0.054	-0.407
O	14.782	2.702	19.616	-0.154	0.421	-0.348
O	5.499	1.465	28.753	0.304	-0.025	0.267
O	7.67	11.692	31.531	-0.186	0.017	0.253
O	6.812	4.927	20.667	-0.638	0.071	0.292
O	5.366	13.079	22.792	0.106	0.02	0.383
O	10.829	4.431	21.807	-0.636	0.054	0.266
O	0.205	2.076	24.143	0.401	-0.024	-0.381
O	6.401	15.738	30.782	-0.361	-0.607	-0.326
O	15.724	16.059	23.206	0.15	0.132	-0.161
O	1.354	9.43	33.581	0.118	0.222	-0.22
O	12.907	11.56	28.619	0.107	0.482	0.068
O	1.188	15.061	33.82	0.024	-0.04	-0.083
O	5.763	15.8	33.333	0.564	-0.302	-0.099
O	10.382	6.741	28.813	0.089	-0.751	-0.438
O	2.78	12.657	30.079	0.011	-0.361	-0.128
O	6.645	4.248	33.957	-0.184	0.094	-0.576
O	13.488	14.76	17.98	0.313	0.207	-0.002
O	1.257	5.457	22.633	-0.157	-0.273	0.756
O	1.822	15.026	30.628	-0.611	0.476	-0.245
O	0.277	2.537	32.259	0.094	-0.104	-0.167
O	8.119	2.724	32.606	0.432	-0.118	-0.381
O	12.579	14.845	20.322	0.41	0.008	0.492
O	16.164	0.61	28.76	0.277	-0.583	0.324
O	2.189	7.522	23.975	-0.455	0.32	0.074
O	8.94	6.499	30.943	-0.481	-0.608	-0.025
O	14.741	11.937	21.429	-0.07	-0.417	0.198
O	5.635	7.871	28.632	-0.216	0.318	-0.389
O	7.165	1.568	24.076	0.326	-0.038	-0.086
O	12.839	7.637	24.977	0.589	0.081	-0.206
O	13.279	11.56	23.609	-0.541	-0.155	0.076
O	6.398	3.873	30.776	0.093	0.428	-0.101
O	5.202	0.289	26.504	-0.254	-0.699	-0.341

Results
total energy: -130317.470 eV
total energy less fixed offsets of N -271.95, O -438.35, Si -107.03 eV per atom: 14.260 eV
